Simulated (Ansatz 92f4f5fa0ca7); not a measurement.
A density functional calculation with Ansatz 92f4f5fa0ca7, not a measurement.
Periodic cell of 224 atoms, Si128O64H32, with a vacuum gap, from a study of silicon, its oxide and their interface. The atomic structure is a simulated model.

Settings
functional: r2SCAN
potential files: Ansatz PAW
basis: plane waves
wave-function cutoff: 800 eV
density cutoff ratio: 5
exchange-correlation grid ratio: 1
k mesh: 1 x 1 x 1, shifted by 0.5 0.5 0 of a step
self-consistency stop: 1e-11 eV per atom in the density residual
occupations: fixed
spin: none
net charge: 0
applied field: sawtooth along c, amplitude -0.015 V/angstrom in the program's sign convention, ramp centred at 0.9877 of c and 0.0246 of c wide, no dipole correction

Cell vectors (angstrom)
a 10.887 0 0
b 0 10.887 0
c 0 0 40.6412

Atoms: element, x, y, z (angstrom)
Si -3.1819 -8.5909 18.9428
Si 3.2812 3.6573 26.7018
Si 5.2565 6.397 20.1358
Si 1.6876 12.632 26.8951
Si 3.9178 -0.469 24.3936
Si 8.2518 3.7869 24.4113
Si 9.805 9.828 25.4293
Si 6.2682 6.068 24.7337
Si 0.9749 0.2248 25.1243
Si 3.609 4.7966 24.4969
Si -0.0804 8.0779 28.4453
Si 4.7336 10.0942 27.2076
Si 6.402 0.8982 26.9396
Si 9.9148 4.507 26.995
Si 7.3372 7.4371 27.2348
Si 9.0112 9.1336 27.4426
Si 0.0245 2.7678 28.2467
Si 2.7898 0.1003 28.2336
Si 0.6928 6.3429 27.045
Si 2.5381 5.3823 28.1767
Si 5.267 2.7438 27.9658
Si 8.0082 0.0504 28.4684
Si 5.5173 8.2728 28.4416
Si 8.2182 5.5205 28.292
Si 1.3174 4.0901 29.7158
Si 4.0937 1.4505 29.6332
Si 1.4017 9.5479 29.5486
Si 4.0182 6.7795 29.5014
Si 6.7077 4.085 29.4133
Si 9.5212 1.41 29.5995
Si 6.7764 9.5813 29.9156
Si 9.5096 6.7519 29.8492
Si 0.0168 0.0091 30.9239
Si 2.7229 2.7478 31.0184
Si -0.0013 5.4027 31.1348
Si 2.7201 8.1592 30.9339
Si 5.3831 0.0911 31.1024
Si 8.1 2.7647 30.8979
Si 5.4096 5.4356 30.873
Si 8.1736 8.1673 31.1421
Si 1.3537 1.353 32.3248
Si 4.111 4.1025 32.3295
Si 1.3956 6.8228 32.3788
Si 4.046 9.5198 32.3547
Si 6.8302 1.4109 32.375
Si 9.459 4.0391 32.3691
Si 6.7549 6.7563 32.337
Si 9.6003 9.5501 32.3723
Si -0.0338 2.6721 33.6976
Si 2.7012 0.0024 33.7009
Si 0.0463 8.1842 33.7475
Si 2.7663 5.4417 33.7115
Si 5.4696 2.767 33.727
Si 8.2149 0.0113 33.7027
Si 5.4446 8.1567 33.6892
Si 8.1325 5.4259 33.7136
Si 1.3467 4.0617 6.8742
Si 4.1072 1.3535 6.8938
Si 1.4001 9.5505 6.9702
Si 4.1426 6.7823 6.9362
Si 6.8303 4.0824 6.9908
Si 9.5517 1.32 6.9852
Si 6.8717 9.4881 6.8901
Si 9.5199 6.7942 6.8995
Si 0.0184 -0.0391 8.3667
Si 2.7135 2.7051 8.2342
Si -0.0157 5.4227 8.2372
Si 2.8013 8.165 8.2438
Si 5.5328 -0.0075 8.2047
Si 8.1959 2.698 8.3293
Si 5.5286 5.4814 8.353
Si 8.2001 8.1238 8.3227
Si 1.3986 1.3584 9.6675
Si 4.0796 4.0944 9.5459
Si 1.353 6.8357 9.5051
Si 4.2844 9.4511 9.5431
Si 6.8399 1.306 9.6621
Si 9.561 4.0616 9.6744
Si 6.9459 6.7615 9.8057
Si 9.5725 9.4251 9.7194
Si 0.0698 2.7749 11.0579
Si 1.6853 -1.5896 12.1368
Si -3.1899 5.4001 18.4643
Si 8.2049 0.9319 16.1688
Si 4.0552 1.2669 12.1667
Si 10.9795 -4.3191 15.4469
Si 6.9207 9.5754 12.5482
Si 6.3553 6.6526 15.9398
Si 2.7106 5.5054 10.8164
Si 7.9058 -1.727 14.6939
Si 2.8506 10.7615 10.7711
Si 5.5941 8.1854 11.1026
Si 13.0488 -6.3535 16.2184
Si 9.6118 1.3429 12.3633
Si 5.7933 11.391 13.4831
Si 10.9303 8.01 11.0848
Si -2.6005 5.345 11.2337
Si 3.595 0.2594 15.4939
Si 1.1658 4.5131 12.2788
Si 0.1967 7.4362 24.2411
Si 2.5317 1.6662 13.9129
Si 6.6407 4.0182 12.3744
Si 2.7728 3.9921 14.0348
Si 18.471 2.1312 13.5594
Si 2.8443 -15.7034 21.7617
Si 14.801 2.2079 23.0076
Si 6.2981 -0.6177 22.7585
Si 5.3805 -8.1723 10.8821
Si -1.32 5.5737 22.3103
Si 7.3212 0.7484 24.6008
Si 3.8872 17.8981 12.1821
Si 18.0216 -3.4263 22.1311
Si 10.2446 22.907 19.7698
Si 10.5827 10.3545 15.3072
Si -18.9392 -10.3539 18.642
Si 1.2976 0.9122 22.2894
Si 10.2314 -4.7407 12.4885
Si -10.2342 -10.6186 13.3865
Si 10.3708 -3.7727 18.4029
Si 12.8718 8.7308 15.9462
Si -5.5261 -9.7895 20.5024
Si 1.062 16.0954 20.324
Si -7.0971 28.7371 17.4922
Si -9.1685 19.6977 21.9033
Si 0.3729 -1.581 19.249
Si 4.8635 -16.5506 13.5166
Si 8.2546 10.8289 11.0408
Si 12.488 24.3668 18.6215
O 0.6675 -4.7497 19.0142
O -10.6198 1.2366 21.1077
O 6.9136 7.2078 25.6608
O 4.3151 14.5195 23.6132
O -4.4943 5.4929 19.4283
O 12.0001 8.3475 23.3075
O -4.7659 18.443 20.8676
O -0.3688 17.0372 23.476
O 18.9668 -17.9499 18.5489
O 19.4529 -4.1313 21.7896
O -10.2091 5.155 15.9705
O 10.1085 -0.4218 19.3184
O 17.3039 39.1626 23.204
O -7.8106 -23.0466 15.1522
O 15.6179 20.7151 23.106
O 8.9318 -15.367 18.854
O 7.5127 -11.3473 15.6686
O -12.231 -1.7002 14.7738
O 0.0693 2.0225 18.6135
O 16.5941 -5.2323 14.8595
O 14.3113 0.4285 17.1088
O -10.4019 -20.9167 23.6834
O 13.6825 -2.7172 12.6936
O 15.0281 12.0366 24.234
O -11.9774 0.6243 16.1272
O 0.748 -1.189 16.3758
O 12.5345 25.5628 19.7483
O 11.4863 -23.9813 20.7482
O 7.7289 -8.6086 24.1854
O 15.1972 -5.2949 21.1891
O 16.0379 22.1233 15.0234
O 18.1654 19.8508 22.7095
O 2.895 18.6095 21.6439
O 8.7832 1.7527 20.0264
O 7.0148 -6.2285 24.9901
O -11.5221 7.1515 16.7692
O -11.9298 8.3977 24.6214
O -3.5898 -3.101 15.2845
O 2.3885 2.0992 22.4627
O 12.9875 21.2832 21.9939
O 13.5311 -2.8046 17.2683
O -0.3539 15.9009 21.1372
O 15.0094 11.3559 19.6557
O -6.6824 -3.9261 19.0421
O 1.3505 7.5385 15.042
O 23.5563 -11.5987 18.9456
O 24.1158 -11.5183 24.7451
O 17.1587 -0.0426 21.2198
O 6.2312 2.0914 19.5685
O 8.7383 10.8325 24.7236
O 11.918 -3.9572 25.5316
O 15.9996 -3.4994 16.6678
O 2.7016 16.4661 23.3423
O 4.6973 27.6465 25.0553
O 10.0433 -26.2652 14.1311
O 15.5212 9.664 25.6175
O 1.9661 3.2371 17.1728
O -13.9144 13.0732 15.1921
O -23.9311 15.2414 22.9688
O 15.7374 1.992 21.7387
O -14.5414 -5.1176 16.9594
O -1.4388 3.9136 25.5103
O 35.8579 -5.3449 16.9883
O -3.128 1.3399 17.6431
H 0.7853 3.4966 34.63
H -0.8398 1.8348 34.63
H 3.5392 0.8077 34.6334
H 1.8913 -0.8311 34.6334
H 0.8643 9.0098 34.68
H -0.7823 7.3693 34.68
H 1.933 4.6316 34.6439
H 3.5988 6.2527 34.6439
H 4.663 1.9302 34.6595
H 6.3052 3.5747 34.6595
H 7.4133 -0.8303 34.6352
H 9.0454 0.8243 34.6352
H 6.2944 8.9495 34.6216
H 4.6453 7.313 34.6216
H 7.3237 4.5914 34.646
H 8.96 6.242 34.646
H 0.5276 3.2372 5.9417
H 2.18 4.8718 5.9417
H 3.2692 0.5483 5.9614
H 4.9138 2.1903 5.9614
H 2.2101 10.384 6.0378
H 0.5821 8.7249 6.0378
H 4.9419 7.6261 6.0038
H 3.3101 5.9714 6.0038
H 5.9947 3.2746 6.0583
H 7.6392 4.9169 6.0583
H 8.7212 0.507 6.0527
H 10.3577 2.1573 6.0527
H 7.6733 10.3296 5.9576
H 6.0219 8.6953 5.9576
H 8.6924 5.9782 5.9671
H 10.3486 7.6091 5.9671

Results
free energy: -118870.699 eV
free energy less fixed offsets of H -15.71, O -570.45, Si -639.56 eV per atom: 4.501 eV

Forces (eV/angstrom), in the order of the atoms: element, x, y, z
Si -0.0003 0.0018 0.0048
Si 0.0085 0.0053 0.0102
Si -0.001 0.0004 -0.0014
Si -0.0076 -0.0062 0.0083
Si -0.0046 -0.0035 0.0073
Si -0.0005 -0.0005 0.0073
Si 0.0037 -0.0024 0.0132
Si 0.0042 0.0048 0.0021
Si -0.0065 -0.0043 0.0024
Si 0.0052 0.0038 0.0084
Si -0.0243 -0.0039 -0.0116
Si -0.0034 -0.0115 0.0122
Si 0.0013 0.0053 0.0143
Si -0.0136 -0.005 0.0027
Si -0.0106 -0.0116 0.0049
Si 0.0142 0.013 -0.0028
Si 0.0164 0.011 -0.0073
Si 0.0061 0.0208 -0.0029
Si 0.0052 0.0146 0.012
Si -0.0135 -0.0104 -0.0115
Si -0.0114 -0.0107 -0.0045
Si -0.007 -0.025 -0.0232
Si 0.021 0.0104 -0.0047
Si 0.0126 0.019 -0.0212
Si -0.0116 0.0055 -0.0049
Si 0.0102 -0.0144 -0.0017
Si -0.0062 -0.0114 0.0206
Si -0.0025 0.0128 0.0115
Si 0.0157 -0.004 0.0066
Si -0.0059 0.0019 0.0098
Si -0.0033 0.0059 -0.0044
Si 0.0021 -0.0034 -0.001
Si -0.0114 0.0128 0.0269
Si -0.0049 0.0013 0.0142
Si -0.0186 0.0252 0.0113
Si -0.0077 0.0093 0.0257
Si 0.0185 -0.0125 0.0008
Si -0.001 -0.0044 0.0304
Si 0.0086 0.0053 0.0445
Si 0.0018 0.0046 0.0016
Si 0.0063 0.0067 0.1797
Si -0.0037 -0.0129 0.2049
Si -0.0222 -0.0411 0.1876
Si 0.0144 0.0252 0.1632
Si -0.0176 -0.0216 0.1778
Si 0.0395 0.024 0.1738
Si 0.0241 0.0322 0.173
Si -0.0468 -0.0521 0.1944
Si -0.0433 0.0649 0.2139
Si -0.0437 -0.1366 0.32
Si 0.0313 0.0106 0.2728
Si -0.0356 0.1338 0.2627
Si 0.0696 -0.0909 0.2362
Si -0.0763 0.0927 0.2417
Si -0.1154 -0.0697 0.2654
Si -0.03 -0.0543 0.3042
Si -0.0263 -0.0535 -0.3055
Si 0.0431 0.0085 -0.2853
Si 0.1397 0.023 -0.3572
Si 0.0556 0.0718 -0.3665
Si 0.1083 -0.0213 -0.2427
Si -0.0838 0.0184 -0.166
Si -0.0003 0.1129 -0.2169
Si 0.0311 -0.0947 -0.3174
Si -0.0077 0.0169 -0.1631
Si 0.0184 0.0142 -0.2015
Si -0.0183 -0.0068 -0.1848
Si -0.0146 0.004 -0.1665
Si 0.029 0.0171 -0.1763
Si -0.0013 -0.0062 -0.1498
Si -0.0109 -0.0166 -0.1667
Si -0.0114 0.0155 -0.2173
Si 0.0191 0.0008 -0.0297
Si 0.0023 -0.021 -0.0149
Si 0.0232 -0.0313 -0.0077
Si -0.0076 0.0138 -0.0151
Si -0.0115 -0.009 -0.0206
Si 0.0081 0.0121 -0.0253
Si -0.0066 -0.0072 -0.0467
Si 0.0038 0.0098 -0.0376
Si -0.004 0.0097 -0.0103
Si -0.0091 0.0135 0.0141
Si 0 0.0007 -0.0012
Si 0.0056 0.0006 -0.0038
Si 0.0134 0.0015 0.0165
Si 0.0005 0.0021 -0.0042
Si 0.0036 0.0031 0.0057
Si -0.0037 -0.0037 -0.0042
Si -0.0149 0.0169 -0.0019
Si -0.0025 -0.0047 -0.0017
Si 0.0069 -0.0028 -0.0149
Si -0.0177 0.0177 -0.0129
Si 0.0039 0.0019 -0.0018
Si 0.0014 -0.0161 0.0147
Si -0.0213 -0.0147 -0.0075
Si 0.0263 -0.0132 -0.0099
Si 0.0172 -0.0154 -0.0047
Si -0.0002 -0.0012 -0.011
Si 0.0102 -0.0042 0.0077
Si -0.0029 0.0048 0.0006
Si 0.0077 0.01 -0.0104
Si -0.0167 -0.0006 0.0178
Si -0.0057 -0.0025 -0.0012
Si 0.011 0.0148 0.0028
Si 0.0012 0.0007 0.0058
Si 0.0035 0.0019 -0.0007
Si 0.0002 -0.0003 -0.0008
Si -0.0013 0.0004 -0.0043
Si -0.0018 0.0009 0.006
Si 0.008 0.005 0.0026
Si 0.0027 -0.0224 0.0126
Si 0.0016 -0.0005 0.011
Si 0.0008 0.0009 0.0025
Si 0.0013 0.0056 -0.0078
Si 0.0015 0.0007 -0.0013
Si -0.0039 -0.0016 0.0031
Si 0.0006 -0.0013 0.0008
Si -0.0101 -0.0055 0.011
Si -0.0012 -0.0025 0.0265
Si 0.0014 0.0019 0.0003
Si -0.0011 0.0002 -0.0009
Si -0.0021 -0.0011 -0.0023
Si 0.0007 -0.0003 -0.0041
Si -0.0003 0.001 0.0016
Si 0.0001 0.0014 0.0009
Si -0.0003 0.0094 0.0016
Si -0.0004 0.0054 -0.0009
Si -0.0011 0.007 0.0001
O -0.0013 0.0019 -0.0043
O -0.0005 0.0012 -0.0061
O -0.0034 -0.0034 -0.0036
O -0.002 -0.0028 -0.0022
O 0.0007 -0.0006 -0.0046
O -0.0009 -0.0001 -0.0004
O -0.001 -0.0004 0.0055
O 0.0012 -0.0009 -0.007
O 0.0004 0.0001 -0.0005
O 0.0003 0.0009 0.0047
O -0.0004 0.0001 0.0004
O 0.0009 -0.0004 -0.0052
O 0.0007 0.0023 0.0017
O 0.0008 0.0014 0.0003
O 0.0009 -0.0009 0.0054
O 0 0.0015 -0.0069
O -0.002 -0.0022 -0.0035
O -0.0064 0.0008 0.0011
O 0.0016 0.0007 0.0022
O 0.0057 0.0043 0.009
O -0.0002 -0.0002 -0.0044
O 0.0025 0.0036 -0.0072
O 0.0008 0.009 -0.0029
O 0.0009 0.0019 -0.0062
O -0.0026 0.0015 -0.002
O -0.0001 0.0006 0.0053
O -0.0004 0.0033 0.0076
O 0.0017 -0.0012 -0.004
O 0.0013 0.0018 -0.0044
O -0.0004 0.0015 -0.0023
O 0.0037 -0.0018 -0.0046
O -0.0011 -0.0012 -0.008
O -0.0015 -0.001 -0.0028
O -0.0001 -0.0003 -0.0057
O 0.0023 -0.0004 -0.0052
O -0.0005 0.0021 0.0146
O 0.001 -0.0055 0.0008
O 0.0008 0.0041 -0.0005
O 0.0021 -0.0005 0.0085
O 0.0006 0.0006 0.009
O 0.0003 -0.0006 -0.0039
O 0.003 -0.0008 0.0034
O -0.0012 0.0003 0.0035
O 0.0008 0.0012 0.0008
O -0.0004 -0.0006 0.0027
O -0.0006 0.0002 -0.0064
O 0.0067 0.0016 -0.0048
O -0.0002 0.0008 0.0018
O -0.0014 0 0.0003
O -0.0122 0.0043 -0.0046
O 0.005 -0.0055 -0.0001
O -0.0019 0.0005 0.0043
O 0.0007 -0.0001 -0.0028
O -0.002 -0.0015 -0.0086
O 0.0006 0.0019 -0.0006
O -0.0014 0.0032 -0.0054
O -0.0013 -0.0021 0.0027
O -0.0007 0.003 -0.0054
O 0.001 0.0015 -0.0057
O -0.0056 0.0026 0.003
O 0.0018 0.0004 0.0012
O 0.0011 -0.0016 -0.005
O -0.0022 0.0003 -0.0006
O 0.0003 -0.0007 -0.0043
H -0.2291 -0.1385 -0.3011
H 0.4863 0.3837 -0.214
H -0.2217 -0.2071 -0.31
H 0.2974 0.4572 -0.2184
H -0.3388 -0.4083 -0.2098
H 0.1867 0.2083 -0.2952
H 0.2144 0.1742 -0.2917
H -0.3384 -0.3624 -0.2105
H 0.1799 0.2493 -0.2884
H -0.4894 -0.327 -0.2232
H 0.1958 0.2519 -0.2927
H -0.47 -0.3946 -0.2035
H -0.2314 -0.2269 -0.3063
H 0.2526 0.4382 -0.2111
H 0.3987 0.4417 -0.1998
H -0.237 -0.1403 -0.3196
H 0.3105 0.341 0.2118
H -0.2644 -0.2067 0.2757
H 0.394 0.2642 0.2425
H -0.293 -0.2647 0.2356
H -0.4447 -0.2561 0.2498
H 0.2383 0.2052 0.3015
H -0.2962 -0.3385 0.2292
H 0.3869 0.0744 0.2987
H 0.2407 0.3022 0.3189
H -0.2584 -0.3996 0.2741
H 0.3123 0.3311 0.2943
H -0.2133 -0.3778 0.3226
H -0.1562 -0.488 0.2074
H 0.3513 0.212 0.2896
H 0.2879 0.3914 0.2088
H -0.2518 -0.2002 0.2775

The program warned: the cutoff lies below the one the program advises for these potential files; the forces do not sum to zero within the program's tolerance; empty levels may hold ghost states of the PAW files; the exchange-correlation potential is rough where the density is thin.
